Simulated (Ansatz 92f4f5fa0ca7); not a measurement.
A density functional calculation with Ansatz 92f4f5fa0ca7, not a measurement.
Periodic cell of 357 atoms, Si241O116, from a study of silicon, its oxide and their interface. The atomic structure is a simulated model.
Doubt: the cutoff is far below the 930 eV that the study's wrapper takes by default for these files, so forces and energies are approximate.
This geometry differs little from another in the collection (a relaxation step or a small displacement).

Settings: functional PBE; potential files Ansatz PAW; basis plane waves; wave-function cutoff 580 eV; density cutoff ratio 5; exchange-correlation grid ratio 1; k mesh 1 x 1 x 1, Gamma-centred; self-consistency stop 5e-08 eV per atom in the density residual; occupations fixed; spin none; net charge 0.

Cell vectors (angstrom)
a 11.6015 0 0
b 0 13.3963 0
c 0 0 40.7417

Atoms and the computed forces on them: element, x, y, z (angstrom), force x, y, z (eV/angstrom)
Si 0 2.2327 1.1851 -0.0059 0.0171 0.0119
Si 3.8672 2.2327 1.1851 -0.0172 -0.0003 0.003
Si 7.7343 2.2327 1.1851 -0.0064 0.0153 -0.0131
Si 1.9336 5.5818 1.1851 0.0105 0.0212 0.0353
Si 5.8008 5.5818 1.1851 -0.008 0.0171 0.0282
Si 9.6679 5.5818 1.1851 -0.019 0.0399 0.0362
Si 0 8.9308 1.1851 -0.0177 -0.0054 -0.0331
Si 3.8672 8.9308 1.1851 0.0046 -0.0038 -0.0072
Si 7.7343 8.9308 1.1851 -0.0058 -0.0152 0.0028
Si 1.9336 12.2799 1.1851 -0.0106 -0.0096 0.0069
Si 5.8008 12.2799 1.1851 -0.0125 -0.0322 -0.0102
Si 9.6679 12.2799 1.1851 -0.0055 -0.0079 0.0025
Si 1.9336 1.1164 1.9745 0.0591 -0.0037 -0.0076
Si 5.8008 1.1164 1.9745 0.0338 0.0114 -0.0101
Si 9.6679 1.1164 1.9745 -0.0057 -0.0227 -0.0057
Si 0 4.4654 1.9745 0.034 -0.0695 -0.0255
Si 3.8672 4.4654 1.9745 0.0413 -0.0385 -0.0107
Si 7.7343 4.4654 1.9745 0.0098 -0.0808 -0.0085
Si 1.9336 7.8145 1.9745 -0.015 0.0084 -0.0145
Si 5.8008 7.8145 1.9745 -0.0363 0.057 0.0102
Si 9.6679 7.8145 1.9745 0.0551 0.0115 0.0085
Si 0 11.1635 1.9745 0.026 -0.0312 0
Si 3.8672 11.1635 1.9745 0.0435 0.0303 0.0123
Si 7.7343 11.1635 1.9745 -0.0047 0.0204 0.0025
Si 1.9336 1.1164 4.3426 0.1677 0.0281 0
Si 5.8008 1.1164 4.3426 0.1008 0.0703 0.0953
Si 9.6679 1.1164 4.3426 0.0095 -0.0011 -0.0144
Si 0 4.4654 4.3426 0.1101 -0.1566 0.1135
Si 3.8672 4.4654 4.3426 0.1125 -0.0986 0.177
Si 7.7343 4.4654 4.3426 0.0331 -0.1613 0.1414
Si 1.9336 7.8145 4.3426 0.0018 -0.0241 0.0219
Si 5.8008 7.8145 4.3426 -0.1017 0.1568 -0.2023
Si 9.6679 7.8145 4.3426 0.0966 0.0046 -0.2408
Si 0 11.1635 4.3426 0.0768 -0.0453 -0.0542
Si 3.8672 11.1635 4.3426 0.1358 0.1001 -0.0126
Si 7.7343 11.1635 4.3426 -0.0219 0.0665 -0.0023
Si 0 0 36.4011 -0.1419 -0.1058 0.1658
Si 3.8672 0 36.4011 -0.0345 -0.1668 0.1968
Si 7.7343 0 36.4011 -0.1136 -0.0421 0.35
Si 1.9336 3.3491 36.4011 -0.0089 0.1079 -0.1283
Si 5.8008 3.3491 36.4011 -0.0475 0.1198 -0.0124
Si 9.6679 3.3491 36.4011 -0.1284 0.092 -0.0424
Si 0 6.6981 36.4011 0.0433 0.064 0.0202
Si 3.8672 6.6981 36.4011 0.2571 0.2338 -0.1992
Si 7.7343 6.6981 36.4011 -0.2388 0.0529 -0.2873
Si 1.9336 10.0472 36.4011 -0.1737 -0.0995 -0.0429
Si 5.8008 10.0472 36.4011 -0.0454 -0.1519 -0.1278
Si 9.6679 10.0472 36.4011 -0.0167 -0.0696 0.0268
Si 0 0 38.7692 -0.0461 -0.0271 -0.0004
Si 3.8672 0 38.7692 -0.0116 -0.0589 0.0026
Si 7.7343 0 38.7692 -0.0427 -0.0087 -0.0077
Si 1.9336 3.3491 38.7692 -0.0002 0.0394 0.0184
Si 5.8008 3.3491 38.7692 -0.0185 0.0447 0.0022
Si 9.6679 3.3491 38.7692 -0.0442 0.0469 0.0058
Si 0 6.6981 38.7692 0.0245 0.0541 0.005
Si 3.8672 6.6981 38.7692 0.0925 0.0966 0.0206
Si 7.7343 6.6981 38.7692 -0.0913 0.0288 0.0174
Si 1.9336 10.0472 38.7692 -0.0754 -0.0299 -0.0071
Si 5.8008 10.0472 38.7692 -0.0262 -0.0474 0.0066
Si 9.6679 10.0472 38.7692 -0.0019 -0.0186 -0.0031
Si 0 2.2327 39.5586 0.003 -0.0225 -0.0252
Si 3.8672 2.2327 39.5586 0.0207 -0.0056 -0.0211
Si 7.7343 2.2327 39.5586 0.0037 -0.0254 0.0004
Si 1.9336 5.5818 39.5586 -0.0114 -0.0171 -0.0433
Si 5.8008 5.5818 39.5586 0.0024 -0.0116 0.0106
Si 9.6679 5.5818 39.5586 0.0163 -0.0357 -0.0388
Si 0 8.9308 39.5586 0.0172 0.0032 0.033
Si 3.8672 8.9308 39.5586 -0.0071 -0.002 0.0068
Si 7.7343 8.9308 39.5586 0.0121 0.0186 -0.0062
Si 1.9336 12.2799 39.5586 0.0111 0.0131 -0.0029
Si 5.8008 12.2799 39.5586 0.017 0.0355 0.0193
Si 9.6679 12.2799 39.5586 0.0039 0.0097 0.0119
Si -0.2261 -0.0699 29.3944 0.0352 0.0099 -0.0344
Si 3.5921 0.1126 29.5494 0.0599 -0.0528 -0.0578
Si 5.4645 -1.1436 30.2788 -0.0163 -0.0286 -0.0504
Si 1.6001 3.1181 29.4213 -0.0343 0.0024 -0.1233
Si 5.4864 3.3185 29.3959 0.0565 0.0147 -0.1542
Si 9.4639 3.0129 29.4983 -0.0985 -0.0328 -0.0546
Si -0.2386 6.6649 29.2879 0.0195 -0.012 -0.0641
Si 3.6243 6.6801 29.1744 0.0423 0.0288 -0.0567
Si 7.6885 5.9545 28.6341 -0.0519 -0.0209 0.0254
Si 1.3542 10.0511 29.1428 0.0477 0.0376 -0.158
Si 5.1232 10.3463 28.9496 -0.1018 0.0497 0.0435
Si 9.0816 9.7964 30.2186 -0.0299 0.0251 -0.0142
Si -0.2449 2.0562 30.4045 -0.0235 -0.0869 -0.0233
Si 3.6006 2.2801 30.3419 -0.056 0.0429 0.0191
Si 7.4084 2.101 30.1091 0.0036 -0.0099 0.0158
Si 1.7206 5.4816 29.9748 -0.0217 -0.033 -0.0022
Si 5.6541 5.6042 29.9077 0.0015 0.0456 -0.063
Si 9.5209 5.3354 29.9764 0.0343 0.0289 -0.0227
Si -0.3562 8.8447 30.2129 -0.0141 0.0026 0.0179
Si 3.3859 8.964 29.8257 -0.0078 -0.0297 0.0432
Si 7.86 9.0636 28.4197 0.0205 -0.0493 -0.0001
Si 1.687 12.1998 30.1084 -0.0135 0.0417 0.0075
Si 7.2695 13.2673 29.2341 0.0031 0.0016 -0.0736
Si 9.3228 12.2004 30.0139 -0.0328 -0.0021 0.0279
Si -0.0898 2.2267 32.6832 0.0204 0.0152 -0.008
Si 3.7695 2.2897 32.6408 0.0123 -0.0245 0.0062
Si 7.592 2.1916 32.475 0.0242 0.0184 -0.0221
Si 1.8504 5.5593 32.3833 -0.0062 0.0069 -0.0497
Si 5.77 5.6552 32.3135 -0.0117 -0.0245 -0.0177
Si 9.5613 5.5549 32.3793 -0.0047 0.0115 -0.0377
Si 0.0067 8.8921 32.5279 -0.0279 0.0285 -0.0233
Si 3.797 8.9689 32.2571 0.0152 -0.0144 -0.0438
Si 7.9051 9.0861 32.3027 -0.0005 -0.0211 -0.0332
Si 1.8268 12.2531 32.4781 0.0018 0.0363 -0.0152
Si 5.6772 12.2506 32.592 0.01 0.0091 -0.0293
Si 9.5493 12.3687 32.4189 0.0275 -0.0333 -0.0516
Si 1.8604 1.092 33.3269 0.03 -0.021 0.0204
Si 5.6963 1.1041 33.3163 0.0037 -0.0126 0.0327
Si 9.5506 1.1366 33.3143 -0.0011 0.0197 0.0415
Si -0.0798 4.5035 33.2498 -0.004 0.006 0.0189
Si 3.8297 4.5615 33.2375 0.0123 0.0254 0.0205
Si 7.6369 4.4611 33.1959 -0.0009 -0.0041 0.0277
Si 1.9583 7.7907 33.2073 0.0603 -0.0104 0.0298
Si 5.8472 7.9249 33.0052 -0.0033 0.0252 0.0179
Si 9.652 7.792 33.2508 0.0046 -0.0213 0.0269
Si -0.1243 11.1652 33.2282 0.0109 0.0184 0.024
Si 3.7462 11.1181 33.2642 0.0182 -0.017 0.0286
Si 7.6895 11.2087 33.2907 -0.0046 0.0213 0.0208
Si 1.93 1.1044 35.6591 -0.0104 0.0021 0.0123
Si 5.7935 1.1145 35.652 -0.0009 0.0037 0.0145
Si 9.6493 1.1129 35.6527 -0.004 -0.0004 0.0038
Si -0.0095 4.477 35.6149 -0.009 -0.0015 0.0073
Si 3.8663 4.4878 35.608 -0.0023 -0.0007 0.0155
Si 7.7235 4.466 35.5863 -0.0123 -0.0035 -0.0059
Si 1.9431 7.8058 35.5941 -0.0144 -0.0065 -0.0016
Si 5.8116 7.8383 35.495 -0.0019 -0.0135 -0.0062
Si 9.6636 7.8013 35.6159 -0.0015 -0.0027 0.0067
Si -0.0153 11.166 35.6015 -0.0022 0.0002 0.0004
Si 3.853 11.1486 35.6227 -0.012 0.0021 0.01
Si 7.7313 11.1676 35.6386 -0.0026 0.0008 0.0049
Si 0.0099 -0.001 5.1065 0.0022 -0.0004 -0.0217
Si 3.8815 0.0068 5.1482 0.001 -0.01 0.0053
Si 7.74 0.0021 5.1485 0.006 -0.0068 -0.0019
Si 1.9498 3.3395 5.1605 -0.0118 0.007 0.0028
Si 5.8082 3.3446 5.1794 0.0069 0.0053 0.0128
Si 9.6795 3.3382 5.1512 0.006 -0.0119 0.0015
Si -0.0055 6.6856 5.1248 -0.0075 -0.0009 -0.0076
Si 3.8736 6.6995 5.1199 -0.0046 0.009 -0.0022
Si 7.7308 6.7088 5.0641 0.0053 0.011 0.0043
Si 1.9496 10.0512 5.1204 0.0061 -0.0051 -0.0129
Si 5.8057 10.0535 5.1423 -0.0045 -0.006 0.0036
Si 9.6671 10.0445 5.1083 0.002 -0.0066 -0.0143
Si 0.0984 -0.013 7.4527 -0.006 0.0165 -0.0262
Si 3.9775 0.0112 7.5311 0.0104 0.0219 -0.0364
Si 7.8207 -0.0055 7.5296 -0.0131 0.0168 -0.0264
Si 2.0422 3.3073 7.5533 0.0098 -0.0226 -0.018
Si 5.8983 3.3359 7.5885 -0.0204 -0.0093 -0.0112
Si 9.7606 3.2954 7.5342 -0.0269 -0.0106 -0.0293
Si 0.0211 6.6454 7.484 -0.0195 -0.0057 -0.0022
Si 3.9074 6.6985 7.4787 -0.0198 -0.0074 -0.016
Si 7.7586 6.7008 7.3879 -0.0158 0.0054 0.01
Si 2.0301 10.0429 7.4786 0.0276 0.0384 -0.0265
Si 5.8679 10.0543 7.5188 0.016 0.0168 -0.0187
Si 9.7229 10.0271 7.457 -0.0123 0.0142 -0.0182
Si 0.1231 2.1678 8.3277 0.0077 0.0381 -0.0318
Si 3.9849 2.2079 8.437 -0.0076 0.0127 0.0459
Si 7.8486 2.2044 8.3933 0.0278 0.0082 0.0201
Si 1.9886 5.5661 8.2389 0.0039 -0.0013 0.0284
Si 5.8538 5.6154 8.2574 0.0194 0.009 0.0459
Si 9.6332 5.5489 8.213 0.008 -0.0082 0.0367
Si 0.0829 8.904 8.1367 -0.0183 -0.0128 0.0088
Si 3.9529 8.9153 8.3016 -0.0064 -0.0111 0.0311
Si 7.7965 8.9118 8.2711 0.0165 0.0136 0.0368
Si 2.0373 12.2932 8.2566 -0.0042 -0.0183 0.0086
Si 5.9055 12.2843 8.3607 -0.0172 -0.0188 0.0547
Si 9.7874 12.2569 8.2231 -0.0047 0.0045 -0.0262
Si 0.2576 1.8751 10.6754 0.0783 -0.1359 0.0168
Si 4.1141 2.0212 10.8644 -0.0079 0.017 -0.0211
Si 8.0476 2.0085 10.7816 -0.0134 -0.0539 -0.0389
Si 1.8703 5.7437 10.5772 0.0306 0.0038 0.0479
Si 6.406 5.8338 10.5495 -0.0037 -0.0219 0.0627
Si 8.8069 5.5915 10.4201 0.0547 0.2022 0.1116
Si 0.1939 8.9514 10.4368 0.0407 -0.019 0.0056
Si 4.013 8.8929 10.681 -0.0047 -0.0231 -0.0081
Si 7.8082 9.0193 10.6448 0.0576 0.0078 0.0194
Si 2.1606 12.2493 10.6114 -0.0187 0.0099 0.0101
Si 5.9983 12.2688 10.7689 0.0348 0.0234 0.0301
Si 7.9709 11.1879 11.3838 -0.032 -0.0136 0.0084
Si 2.2172 0.9296 11.6998 0.0069 0.05 0.0536
Si 6.1044 1.0414 11.6862 -0.0288 0.0621 0.075
Si 9.9405 0.7834 11.431 -0.0487 0.0759 0.0416
Si -0.2207 3.8159 11.7948 -0.0516 0.0905 0.0344
Si 4.2792 4.0509 11.9496 0.0221 -0.1288 -0.0074
Si 8.9666 3.8404 11.8877 0.063 -0.0695 0.0652
Si 2.0242 7.8896 11.3976 -0.0351 0.0314 0.0595
Si 5.9542 7.8923 11.5651 0.0044 0.0351 0.0585
Si 9.8635 8.2456 11.4848 -0.1443 -0.1039 -0.0733
Si 0.2879 11.0603 11.287 0.0248 -0.0082 0.0619
Si 4.0383 11.1161 11.4086 -0.0306 -0.0176 0.0726
Si 9.9187 12.0853 10.5496 0.0281 -0.0302 0.0398
O 3.7937 11.1321 13.0617 0.0658 0.0087 -0.0632
O 10.1261 8.6331 13.076 -0.0194 -0.0141 0.0052
O 5.9598 7.8859 13.241 0.0031 0.0072 -0.0771
O 8.1929 4.2251 13.3103 -0.0286 0.0078 -0.0152
O 0.6506 3.6933 13.1738 0.0207 0.0097 -0.0131
O 6.2427 1.1809 13.3593 0.012 -0.0222 -0.061
O 9.9455 0.8477 13.1087 0.0147 -0.0269 0.025
O 0.4634 10.7342 12.9044 -0.0151 0.0539 0.0135
O 4.189 3.996 13.5768 0.0139 0.022 -0.0198
O 2.3461 0.8699 13.3866 -0.0338 -0.0256 -0.0339
O 8.3148 11.2553 13.0213 -0.0625 -0.0439 0.0171
O 1.8951 7.8466 13.0601 0.0076 -0.017 -0.0113
O 8.1773 9.942 27.0627 0.0114 0.0182 0.051
O 1.0784 10.1997 27.4935 -0.0282 -0.0189 0.1759
O 5.1055 11.019 27.4271 0.0002 -0.002 -0.0035
O 11.366 6.9321 27.6186 0.004 -0.017 0.0531
O 7.7413 5.0476 27.2346 0.0144 0.0056 0.0148
O 6.78 13.153 27.6139 0.017 0.005 0.0491
O 7.9794 7.475 28.1058 0.0231 -0.0043 0.0529
O 0.1351 0.2195 27.7745 -0.0034 -0.0032 0.058
O 9.557 2.4564 27.9174 0.0252 0.0481 0.0416
O 3.5466 6.7424 27.5088 -0.007 -0.0362 0.0927
O 1.5139 2.5975 27.8149 -0.003 0.0239 0.1001
O 3.7629 0.5966 27.968 -0.0047 0.0285 0.0159
Si 5.4631 8.0297 17.6136 -0.0394 0.0096 0.0304
Si 2.0174 4.6169 19.9288 0.0105 0.0551 -0.0678
Si 3.6515 0.7909 26.3549 0.0064 -0.026 -0.0144
Si 8.2879 8.7318 18.99 0.0158 -0.0335 -0.0454
Si 7.8057 4.5025 25.6792 -0.0274 0.0505 -0.0509
Si 3.057 5.9719 26.1588 0.0554 -0.0239 -0.0618
Si -0.0574 5.8267 26.4192 -0.0195 0.0458 -0.0113
Si 1.1636 9.0731 16.5166 -0.001 -0.0124 0.0679
Si 9.0964 2.9417 18.83 0.0149 0.0264 -0.1083
Si 10.4261 0.3325 14.58 -0.0167 0.0373 -0.027
Si 7.9322 5.3845 14.4145 0.0307 -0.0017 0.1171
Si 8.4752 -0.3091 21.8066 0.0265 -0.025 -0.0222
Si 8.9912 9.5715 25.6854 0.0086 -0.0152 -0.0688
Si 0.5226 -1.1174 19.3743 0.0151 -0.0124 -0.0264
Si 2.3619 7.0979 14.4255 -0.0046 0.0381 0.0958
Si 0.3498 11.1989 14.445 -0.0263 -0.0256 0.0007
Si 5.0307 3.4915 26.1766 -0.0169 0.0421 -0.0007
Si 10.076 4.4763 16.5122 0.023 0.0114 0.0156
Si 4.0721 5.0964 17.801 0.0046 0.0343 -0.0425
Si 10.4984 7.3403 17.1562 0.0301 -0.018 0.0624
Si 3.8573 3.5243 15.0985 -0.007 -0.005 0.0269
Si 5.5196 7.0779 14.6038 -0.064 -0.0411 0.0585
Si 13.888 8.1137 24.2208 0.0283 0.0428 -0.0435
Si 1.0772 7.2487 21.4258 0.0165 0.061 0.0003
Si 1.7511 0.3744 14.8535 0.02 0.071 -0.0114
Si 9.3868 6.843 24.5514 -0.0578 0.0214 -0.0179
Si 0.8545 1.3969 26.8827 0.0271 0.0014 0.0481
Si 4.6608 11.346 14.4182 -0.0376 -0.0374 0.0283
Si 7.0358 11.1563 23.9439 -0.0118 -0.0219 -0.0268
Si -0.1478 0.4302 22.1025 0.0066 -0.0559 -0.0496
Si 5.6448 0.9201 14.8685 0.0066 0.0387 0.0527
Si 9.4825 7.3425 21.5171 0.0036 0.0155 0.0106
Si 2.8517 13.5304 17.7422 -0.0162 -0.036 0.0038
Si 7.6905 10.7309 14.4316 -0.0028 0.0806 -0.0021
Si 13.5641 10.1476 21.0998 -0.0105 0.0152 -0.0071
Si 8.0997 13.216 16.3452 -0.0157 0.034 -0.0165
Si 0.5641 10.0741 25.9446 -0.0309 -0.0232 -0.028
Si 3.619 10.5673 17.2259 -0.0444 -0.0091 0.0467
Si 4.025 10.5093 23.0123 0.0148 0.0008 -0.0267
Si 10.1609 3.0597 26.5335 -0.0588 0.0192 -0.0378
Si 13.1667 11.7822 23.5832 0.0266 -0.0434 -0.0619
Si 9.0998 11.8007 18.9293 0.0055 0.0227 -0.0233
Si 6.9669 2.174 20.5705 0.0396 -0.0098 -0.0484
Si -2.9363 4.532 21.0209 0.0259 0.0308 -0.0541
Si 9.3008 8.1172 14.3792 0.0528 -0.0255 0.0073
Si 4.1801 2.6314 19.4505 0.0031 0.0128 -0.0843
Si -0.4977 3.0427 20.8686 -0.0158 -0.0032 -0.0405
Si 5.8104 12.2627 26.6046 0.0564 -0.0177 0.0312
Si 1.0143 4.1944 14.6651 -0.0199 -0.0032 0.0519
O 0.1389 -0.2525 20.6721 -0.0005 0.0176 0.0177
O 12.7376 10.6322 22.4588 -0.0229 0.0105 0.0123
O 2.2363 3.2527 15.2117 0.0103 -0.0128 -0.046
O 11.2655 4.0059 15.5282 -0.0179 0.0108 -0.03
O 8.4462 10.3251 18.6764 -0.0062 -0.0019 0.0036
O 2.1409 8.0673 15.7045 0.0118 -0.0602 -0.0918
O 2.0589 0.7678 25.9663 -0.0208 -0.003 0.0305
O 4.5783 12.9811 25.8022 -0.0044 -0.0015 0.0374
O 0.8504 -0.197 23.2254 -0.019 0.0258 0.0196
O 1.0983 11.344 25.0755 0.0103 0.024 0.0075
O 8.995 7.9591 25.6421 0.0135 -0.0267 0.0089
O 8.9356 3.3213 25.4986 0.0515 -0.0079 0.0616
O 4.7872 12.9315 14.7697 -0.0105 -0.0236 -0.0351
O 6.3495 5.6557 14.7128 -0.0007 0.025 -0.0706
O 2.5374 5.1112 18.4354 -0.0147 -0.0234 0.0393
O 10.2692 7.6053 15.5658 -0.006 0.0219 -0.0623
O 3.5825 10.3069 21.4261 -0.0126 0.0018 0.0002
O 4.1242 4.6849 16.222 -0.0042 0.0218 -0.0102
O 3.0516 3.4079 20.3741 0.0007 -0.0157 0.045
O 10.7301 11.7459 18.6879 0.0034 0.0046 0.0021
O 11.0628 7.0809 21.1211 -0.0094 -0.0059 0.0107
O 9.2619 7.8585 18.0388 -0.0263 0.0095 0.0103
O 1.4813 5.7512 14.6578 0.0121 0.0307 -0.0737
O 8.4064 12.893 17.9158 0.0028 -0.0175 0.0085
O 6.7617 0.7127 16.0507 -0.0297 0.0068 -0.0308
O 2.0723 10.0787 17.4063 0.0196 0.0122 -0.0306
O 1.5977 -4.783 20.6901 0.0029 -0.0008 0.0082
O 8.7815 12.2372 20.4569 -0.0067 -0.0058 0.0207
O 6.3652 3.8465 25.3008 0.022 -0.014 0.0307
O 3.2127 11.8605 23.5157 -0.0071 -0.0081 0.0171
O 13.1085 11.0768 19.8586 -0.0022 -0.0101 0.0221
O 1.6272 12.1379 14.8264 0.0214 -0.0229 -0.0416
O 3.9815 4.6855 25.9116 0.006 0.0079 0.07
O 10.5323 10.1058 25.8154 -0.0024 -0.0092 0.0276
O 8.4769 6.8159 13.8805 -0.0242 -0.0023 -0.0456
O 3.5603 1.3649 18.5839 0.0067 0.0359 0.0319
O 9.4845 7.629 23.1238 0.0059 -0.0053 -0.0025
O 0.2497 1.0197 14.9901 -0.0128 -0.0125 -0.0365
O 11.8354 8.1962 17.5358 -0.0162 -0.0123 -0.0239
O 3.7418 12.1187 17.8054 0.0058 0.0139 -0.0091
O 5.7903 7.9227 15.9957 0.0075 -0.0147 -0.0428
O 3.9395 10.5766 15.6371 0.067 0.0343 -0.0953
O 4.3073 2.1264 25.697 -0.0076 -0.0165 0.0791
O 2.6239 0.6684 16.2052 -0.0231 -0.0372 -0.0226
O 9.316 0.6929 15.7013 0.0267 -0.0061 -0.044
O 10.6058 12.1027 14.6074 -0.0099 -0.0288 -0.0439
O 7.6774 2.1586 19.0689 -0.0116 -0.0006 0.0188
O 12.807 8.7095 25.3002 -0.0116 -0.005 0.0276
O 5.6325 10.5714 23.2881 0.0115 0.0098 0.0185
O 3.3928 9.2261 23.7978 -0.0081 -0.009 0.0211
O 8.2255 5.6847 24.617 0.0036 -0.0203 0.046
O 7.4994 0.9412 21.4704 -0.017 0.0257 0.0145
O 1.3605 13.21 18.3343 -0.0095 0.0083 0.0086
O 8.7057 4.9595 15.7768 -0.0346 0.0026 -0.0502
O 6.0926 10.6201 14.186 0.0221 0.0146 -0.0219
O 9.8808 0.19 22.4859 0.0052 0.0186 0.0203
O 6.7687 11.8566 25.3725 -0.0008 -0.0004 0.0308
O 0.2609 9.9432 15.4674 0.0009 0.0456 -0.0642
O 3.9439 6.7577 14.3898 0.0145 0.0188 -0.0451
O 4.8447 3.8431 18.5432 -0.0028 -0.0268 0.0304
O 10.8484 6.2425 24.9996 0.0395 -0.0228 0.0516
O -1.3864 2.185 19.7727 0.0119 -0.0043 0.022
O 8.779 8.4771 20.5536 -0.0051 -0.0008 0.0393
O 8.3242 9.307 14.9001 -0.0302 0.043 -0.0529
O 10.8259 4.4811 26.97 0.0069 -0.0393 0.0164
O 3.2118 6.9672 24.8971 0.0102 -0.0196 0.0423
O 1.9118 5.9461 20.8837 0.0022 -0.0338 0.0101
O 10.0599 3.9924 21.7149 0.0032 -0.0022 0.0355
O 4.7547 2.1924 15.37 0.0071 -0.0142 -0.0445
O 13.111 5.4857 26.2267 -0.028 -0.0161 0.0283
O 5.358 2.0363 20.4025 -0.0009 -0.0019 0.0483
O 10.6605 5.731 17.3966 -0.0038 -0.0049 -0.0215
O 8.8921 4.4691 19.3968 -0.0176 -0.0221 0.0448
O 8.4575 6.0738 21.399 -0.0072 -0.0201 0.0106
O 7.6739 12.1611 22.8592 0.0036 0.0256 0.0046
O 4.5731 9.3988 17.8931 0.0208 -0.0097 -0.0156
O 9.6536 3.1262 17.3306 -0.0139 -0.0156 0.0323
O -4.2214 3.573 21.3516 -0.0193 -0.0128 0.035
O 6.7756 8.225 18.5886 0.0365 0.0101 0.0116
O 7.9471 11.7694 15.6385 -0.0328 -0.1065 -0.0953
O 0.1941 2.0234 21.9321 0.0023 0.012 0.0263
O 8.1993 10.0649 24.3357 0.0012 0.0058 0.0381
O 0.5425 3.9278 19.9796 0.0082 -0.009 0.0165
O 11.2971 2.0575 25.9202 0.0076 -0.0163 -0.0042
O 1.4247 7.4467 23.0071 -0.0208 -0.0165 0.0118
O 4.731 6.5924 18.0149 0.0024 -0.0124 0.0111
O -16.8926 9.2223 28.92 0.0157 0.0047 0.0322
O -1.8992 -20.1736 11.3844 0.0101 -0.1025 -0.0903
O -40.6498 -35.5475 11.5347 0.0455 0.0911 -0.1066
O 49.4928 -8.3728 11.42 -0.0369 0.0505 -0.0649
O 5.4197 3.2975 27.7379 -0.0062 -0.0189 0.0733
O -69.2149 31.9107 10.9743 -0.0069 -0.0491 -0.0088

Results
free energy: -219172.320 eV
free energy less fixed offsets of O -568.88, Si -635.61 eV per atom: -0.230 eV

The program warned: the cutoff lies below the one the program advises for these potential files; the forces do not sum to zero within the program's tolerance; the exchange-correlation potential is rough where the density is thin.
